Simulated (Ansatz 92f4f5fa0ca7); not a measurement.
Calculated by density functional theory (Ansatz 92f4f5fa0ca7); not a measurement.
Periodic cell of 214 atoms, Si131O81As2, from a study of silicon, its oxide and their interface. The atomic structure is a simulated model.
Doubt: the cutoff is far below the 930 eV that the study's wrapper takes by default for these files, so forces and energies are approximate.
This geometry differs little from another in the collection (a relaxation step or a small displacement).

Settings: functional PBE; potential files Ansatz PAW; basis plane waves; wave-function cutoff 580 eV; density cutoff ratio 5; exchange-correlation grid ratio 1; k mesh 1 x 1 x 1, Gamma-centred; self-consistency stop 5e-08 eV per atom in the density residual; occupations fixed; spin none; net charge 0.

Cell vectors (angstrom)
a, 10.938, 0, 0
b, 0, 10.938, 0
c, 0, 0, 31.5432

Atoms and the computed forces on them: element, x, y, z (angstrom), force x, y, z (eV/angstrom)
Si, 10.3976, 0.5991, 24.338, 0.0034, -0.0023, 0.0084
Si, 6.0066, 10.5161, 24.1422, 0.002, 0.0022, 0.0096
Si, 2.0962, 3.2594, 24.1035, 0.0032, -0.0047, 0.0031
Si, 8.6643, 2.288, 24.2846, -0.0046, -0.0045, 0.0032
Si, 0.4643, 5.0655, 24.1518, -0.0016, -0.0005, 0.0018
Si, 5.0283, 5.9049, 24.2232, 0.0026, 0.0015, 0.0031
Si, 3.3666, 7.6548, 24.1604, -0.0044, -0.0033, 0.0014
Si, 7.8023, 8.8455, 24.01, -0.0073, 0, 0.0081
Si, 1.3103, 1.4888, 25.4667, 0.0023, -0.0073, -0.0127
Si, 6.89, 1.319, 25.4808, -0.0083, 0.0066, -0.0148
Si, 3.9983, 4.1113, 25.3411, -0.0021, -0.0001, -0.0066
Si, 9.6389, 4.1091, 25.4173, -0.005, 0.0048, -0.0121
Si, 1.464, 6.8256, 25.3574, -0.0063, 0.0052, -0.0079
Si, 6.874, 6.9627, 25.2567, -0.0005, -0.0044, -0.0041
Si, 4.1994, 9.5418, 25.3373, -0.0016, 0.0027, -0.0045
Si, 9.5042, 9.6619, 25.4424, 0.006, -0.0039, -0.0148
Si, 2.7586, 0.0127, 26.6464, -0.0029, 0.0003, 0.0062
Si, 8.1946, -0.0009, 26.9297, -0.0024, -0.0038, 0.0338
Si, -0.0141, 2.7849, 26.9128, 0.0007, -0.0018, 0.0292
Si, 5.4316, 2.7444, 26.6689, 0.0005, -0.0004, 0.0045
Si, 2.7259, 5.4568, 26.8313, 0.005, 0.0012, 0.0219
Si, 8.2078, 5.5335, 26.6358, -0.0053, 0.0018, 0.0068
Si, 0.0209, 8.2231, 26.6506, -0.0019, -0.0022, 0.0047
Si, 5.5225, 8.2145, 26.7922, -0.0013, -0.0022, 0.0174
Si, 4.1021, 1.3674, 28.075, 0.0009, -0.0035, -0.0085
Si, 9.5667, 1.3863, 28.2277, 0.0037, 0.0021, -0.0108
Si, 1.3698, 4.1338, 28.224, -0.0067, 0.0035, -0.0061
Si, 6.8274, 4.1355, 28.0306, -0.0027, 0.0074, -0.0136
Si, 4.1277, 6.8376, 28.1381, 0.0041, -0.0051, -0.0238
Si, 9.5884, 6.854, 28.0575, 0.002, -0.0012, -0.0118
Si, 1.3856, 9.5846, 28.0513, 0.003, 0.0012, -0.0145
Si, 6.8235, 9.5576, 28.2211, 0.0062, 0.0038, -0.0052
Si, 0.0248, -0.0158, 29.4958, -0.0061, 0.0108, 0.0089
Si, 5.4445, 0.0187, 29.5053, 0.0028, -0.005, 0.0016
Si, 2.7492, 2.7198, 29.4988, -0.006, 0.0061, 0.0054
Si, 8.1665, 2.7759, 29.4912, 0.0087, -0.0094, 0.0064
Si, -0.0255, 5.5021, 29.5078, 0.0086, -0.0052, 0.0008
Si, 5.4838, 5.4607, 29.4833, -0.0039, 0.0083, 0.0076
Si, 2.7341, 8.212, 29.4705, 0.0044, -0.0008, 0.0081
Si, 8.2286, 8.1811, 29.5003, -0.0088, 0.0077, 0.0033
Si, 1.3673, 1.3673, 30.8594, 0.1442, -0.0821, 0.0987
Si, 6.8362, 1.3673, 30.8594, -0.1619, 0.153, -0.0495
Si, 4.1018, 4.1018, 30.8594, 0.135, -0.0838, 0.0042
Si, 9.5708, 4.1018, 30.8594, -0.1837, 0.1559, -0.0279
Si, 1.3673, 6.8362, 30.8594, -0.0121, 0.2178, -0.0829
Si, 6.8362, 6.8362, 30.8594, 0.096, -0.1516, 0.0406
Si, 4.1018, 9.5708, 30.8594, -0.1578, 0.0637, -0.0437
Si, 9.5708, 9.5708, 30.8594, 0.1397, -0.0839, 0.0515
Si, 2.7345, 0, 0.6835, 0.0713, -0.1506, 0.0392
Si, 8.2035, 0, 0.6835, -0.1319, 0.0582, -0.0491
Si, 0, 2.7345, 0.6835, -0.1479, 0.1152, -0.0559
Si, 5.469, 2.7345, 0.6835, 0.1031, -0.131, 0.0609
Si, 2.7345, 5.469, 0.6835, -0.1289, 0.1117, -0.0446
Si, 8.2035, 5.469, 0.6835, 0.1223, -0.1977, 0.0808
Si, 0, 8.2035, 0.6835, 0.1967, -0.1066, 0.0804
Si, 5.469, 8.2035, 0.6835, -0.0308, 0.149, -0.0813
Si, 4.122, 1.34, 2.0479, -0.0029, 0.0027, -0.008
Si, 9.5473, 1.3819, 2.0402, 0.0077, -0.0115, -0.002
Si, 1.3383, 4.1279, 2.0499, 0.0074, -0.0104, -0.0085
Si, 6.8598, 4.0714, 2.0514, -0.0087, 0.0064, -0.0034
Si, 4.0865, 6.8594, 2.0376, 0.01, -0.0077, -0.0036
Si, 9.5981, 6.806, 2.0489, -0.0078, 0.0079, -0.0031
Si, 1.3823, 9.5565, 2.054, -0.0055, 0.0052, -0.004
Si, 6.8371, 9.5654, 2.0612, 0.0001, -0.0017, -0.0086
Si, -0.0302, -0.0121, 3.346, -0.0073, 0.012, 0.0042
Si, 5.4729, -0.0225, 3.4757, 0.0011, 0, 0.0108
Si, 2.7127, 2.72, 3.3277, 0.0011, 0.009, 0.0205
Si, 8.1984, 2.7016, 3.4876, 0.0014, -0.0076, 0.0117
Si, -0.0112, 5.4656, 3.5054, -0.0063, 0.0058, 0.0143
Si, 5.4794, 5.4811, 3.3258, -0.0096, 0.0024, 0.0044
Si, 2.7459, 8.2046, 3.4763, 0, -0.0032, 0.0108
Si, 8.2333, 8.1765, 3.3752, 0.0069, -0.0084, 0.015
Si, 1.3157, 1.369, 4.6676, -0.0017, 0.0018, -0.0251
Si, 6.8547, 1.2964, 4.8901, 0.0026, 0.0021, -0.0053
Si, 4.087, 4.1168, 4.6176, -0.0041, -0.0007, -0.0373
Si, 9.5501, 4.0661, 4.893, 0.0056, -0.0003, -0.0079
Si, 1.3702, 6.8644, 4.88, -0.0004, -0.0005, -0.0018
Si, 6.8605, 6.7986, 4.7065, -0.002, 0.0074, -0.0201
Si, 4.1246, 9.5507, 4.8901, 0.0013, -0.0022, -0.0036
Si, 9.5865, 9.553, 4.7351, -0.0025, 0.005, -0.0192
Si, 2.6521, 0.0473, 6.0919, 0.0121, -0.0069, 0.0113
Si, 8.2291, -0.1497, 6.2413, -0.0023, -0.0007, 0.0034
Si, -0.0044, 2.6461, 6.1857, -0.0012, 0.0029, 0.0147
Si, 5.4101, 2.7755, 6.0341, 0.0076, -0.0101, 0.0129
Si, 2.7708, 5.4163, 6.1054, -0.0052, 0.0024, 0.0084
Si, 8.1405, 5.4457, 6.2028, -0.001, -0.0052, 0.0104
Si, 0.0146, 8.2902, 6.2217, 0.0049, -0.0064, 0.0002
Si, 5.5695, 8.1316, 6.1773, -0.0026, 0.0029, 0.017
Si, 3.5141, 1.9585, 7.1431, 0.0073, 0.0019, 0.0225
Si, 10.0313, 0.8082, 7.4204, -0.0013, 0.0093, 0.003
Si, 1.7942, 3.6529, 7.3258, -0.004, 0.0017, -0.0068
Si, 6.2687, 4.501, 7.3779, -0.0017, 0.0024, -0.0088
Si, 4.6599, 6.2528, 7.2471, -0.0026, 0.0042, -0.0007
Si, 9.1916, 7.2139, 7.3587, 0.0004, 0.0051, -0.0091
Si, 0.9201, 10.1581, 7.4743, -0.0082, 0.003, 0.0002
Si, 7.4192, 8.8824, 7.4934, -0.0069, -0.0004, -0.0072
O, 4.5471, 6.443, 8.8896, -0.0053, -0.004, 0.005
O, 1.4478, 3.999, 8.9168, -0.0005, 0.008, 0.0135
O, 9.7822, 6.692, 8.8184, 0.0032, -0.0024, 0.0058
O, 1.3572, 10.1262, 9.1031, 0.0051, 0.0007, 0.0016
O, 6.2078, 4.1864, 9.0172, 0.0093, -0.0178, 0.0296
O, 3.8473, 1.7247, 8.7313, 0.0242, -0.0231, 0.0309
O, 7.1576, 8.9424, 9.1523, -0.0061, 0.0182, 0.015
O, 9.6212, 1.0253, 9.0124, -0.0077, 0.0067, 0.0114
O, 8.2003, 2.6095, 22.732, -0.0023, 0.0026, -0.0099
O, 10.9456, 5.5349, 22.6259, -0.0003, 0.0002, -0.0021
O, 5.572, 0.1016, 22.6366, -0.0062, 0.0081, -0.0125
O, 5.2831, 5.3825, 22.6742, -0.0003, -0.0011, -0.0062
O, 2.0999, 2.7872, 22.5099, 0.0002, -0.0013, -0.0018
O, 3.2915, 7.8347, 22.5067, -0.0016, -0.0002, -0.0004
O, 8.3732, 8.7603, 22.4428, 0.0051, 0.0001, -0.0074
O, -0.2041, 11.2558, 22.7533, 0.0021, -0.0025, -0.0077
Si, 2.0931, 3.0048, 12.8959, -0.0004, -0.015, 0.0048
Si, 8.7585, 1.2573, 10.3644, -0.0056, 0.0117, 0.0035
Si, 0.9553, 4.3286, 15.3833, -0.0319, 0.0222, 0.0054
Si, 7.5498, 5.665, 12.2438, -0.0136, 0.0245, -0.0021
Si, 2.3622, 8.1847, 21.2206, -0.0002, -0.0013, 0.0003
Si, 5.3679, 7.8381, 12.4573, 0.0204, 0.0131, 0.0092
Si, 9.241, 0.3741, 15.4338, -0.0144, -0.0138, -0.0004
Si, 2.8107, -0.0547, 16.6757, 0.0037, -0.0051, 0.0024
Si, 10.5784, 1.0248, 12.654, -0.0238, -0.0056, 0.0183
Si, 7.7054, 2.8641, 21.2134, 0.0012, -0.0024, 0.0036
As, 9.4787, 8.5671, 14.1961, -0.0286, 0.0227, -0.0257
Si, 1.4753, 4.78, 10.3465, 0.0015, -0.0035, -0.0055
Si, 4.413, 9.4976, 19.1381, -0.0039, 0.0073, -0.0048
Si, 11.0115, 6.1025, 21.0986, -0.0001, -0.0004, 0.0009
As, 6.4959, 10.3155, 14.5309, 0.0607, -0.0307, -0.0299
Si, 5.3365, 0.7524, 21.1701, -0.0005, -0.0107, 0.0012
Si, 2.4947, 9.8167, 10.2373, -0.0077, -0.0067, 0.0106
Si, 0.4, 10.6409, 21.3968, -0.0043, 0.0035, 0.0015
Si, 5.7822, 5.299, 21.1417, -0.0019, 0.0003, 0.0049
Si, 3.6368, 7.077, 10.0522, -0.0006, 0.0011, 0.0078
Si, 9.0572, 5.6026, 14.9547, 0.0625, 0.0773, 0.0466
Si, 3.5412, 4.144, 19.1342, 0.0022, -0.0009, 0.0034
Si, 9.9603, 3.6862, 19.2756, -0.0002, -0.0039, -0.0054
Si, 4.1131, 8.6747, 15.348, 0.0247, 0.0181, -0.0017
Si, 0.3748, 1.8272, 17.1613, -0.0239, -0.0146, -0.004
Si, 6.7305, 7.5865, 19.3085, -0.002, 0.0012, -0.0004
Si, 5.1761, 3.6602, 16.8259, -0.005, 0.0139, -0.0196
Si, 7.6993, 5.0851, 17.5565, 0.004, 0.0012, 0.0055
Si, 6.7111, 9.9318, 10.3694, -0.0195, 0.0084, -0.0181
Si, 4.4934, 1.1122, 10.0598, 0.002, 0.002, -0.041
Si, 0.3517, 8.932, 12.0581, -0.0009, -0.0086, 0.0456
Si, 9.0636, 8.6527, 20.9559, -0.0056, 0.0028, 0.0026
Si, 4.4174, 1.7635, 14.6772, 0.0117, -0.0375, -0.0194
Si, 2.3933, 2.1022, 21.0625, -0.0034, -0.0009, 0.0027
Si, 6.415, 3.3731, 10.4147, 0.0316, -0.0021, -0.0056
Si, 3.2706, 5.8943, 16.7191, -0.0017, 0.0008, -0.007
Si, 9.9283, 6.551, 10.4249, -0.0029, 0.0131, 0.0209
O, 0.0325, 2.6354, 18.538, 0.0014, 0.0003, -0.0014
O, 2.7975, 9.6549, 15.5614, -0.0101, 0.0015, 0.0023
O, 10.7936, 4.8259, 20.1065, -0.0039, 0.0024, -0.0014
O, 7.6885, 2.4295, 10.0872, -0.0052, 0.0156, 0.03
O, 10.9001, 5.2696, 10.7722, 0.0009, -0.0011, -0.006
O, 6.5732, 6.8198, 12.8858, -0.0018, -0.0186, -0.0276
O, 10.488, 7.9727, 11.0102, -0.001, -0.0084, -0.0138
O, 8.4408, 6.2898, 11.034, -0.0058, -0.0153, 0.0048
O, 5.2808, 10.5087, 20.0679, -0.0058, -0.0011, 0.0031
O, 2.1553, 3.742, 11.4263, -0.0026, 0.0071, 0.0035
O, 7.9043, 8.6122, 19.8055, 0.0003, 0.0012, -0.0009
O, 6.147, 6.7948, 20.6179, -0.0007, -0.002, -0.0002
O, 5.4467, 2.705, 15.5396, -0.0076, 0.0303, 0.0241
O, 1.2749, 0.9282, 20.7048, -0.0007, 0.0006, 0.0009
O, 6.0391, 9.1125, 11.6317, -0.0084, -0.0102, -0.0239
O, 4.5011, 4.9889, 16.1488, 0.0044, -0.0327, 0.0184
O, 6.5177, 3.9768, 17.696, -0.0197, 0.0052, -0.0098
O, 10.6438, 10.4288, 12.1037, 0.0051, 0.0183, -0.011
O, 5.3391, 0.6254, 13.9354, -0.0441, 0.0375, 0.0092
O, 7.8273, 5.286, 15.952, 0.0516, 0.0242, -0.0409
O, 9.8334, 9.7688, 15.4885, 0.0154, 0.0261, 0.0132
O, -0.6191, 4.6772, 15.3464, -0.0268, 0.0417, -0.0352
O, 1.5065, 6.8494, 20.8038, -0.0019, -0.0006, 0.0001
O, 1.386, 0.5278, 17.2618, 0.0015, 0.0002, 0.0019
O, 6.5558, 1.7759, 20.8105, -0.0023, -0.0006, 0.0029
O, 1.1159, 1.6862, 12.842, -0.0036, 0.0041, -0.0035
O, 3.088, 5.5208, 18.3255, -0.0015, -0.0023, -0.0033
O, 9.7497, 1.837, 11.5183, -0.0099, -0.0216, -0.0128
O, 1.0958, 2.9049, 16.1641, 0.0005, 0.0161, -0.0007
O, 8.5786, 5.2493, 13.4373, 0.0165, 0.0099, 0.0438
O, 11.1772, 8.3092, 13.5703, 0.001, 0.0091, -0.0076
O, 1.4089, 9.4066, 21.7225, -0.0016, -0.0005, 0.0011
O, 10.0553, 9.9401, 20.6166, -0.0013, -0.0018, 0.0013
O, 3.2973, 0.2193, 10.7565, 0.0128, 0.0144, -0.0161
O, 5.1495, 2.3974, 10.8509, 0.0036, -0.0082, -0.0132
O, 1.4808, 4.1526, 13.8609, -0.009, 0.0114, 0.0238
O, 7.9983, 10.8189, 10.8746, -0.0076, 0.0109, -0.0156
O, 9.0709, 4.4958, 18.1789, -0.0112, 0.003, -0.0066
O, 5.465, 9.5285, 15.8193, -0.0495, -0.0353, 0.0031
O, 5.6613, 0.0404, 9.6944, 0.0052, -0.0015, 0.0334
O, 3.5431, 2.5206, 13.5046, -0.0019, 0, 0.0051
O, 1.8282, 5.5365, 16.0434, -0.0175, -0.0311, -0.013
O, 9.7069, 1.0725, 14.0261, 0.0228, -0.0017, -0.0256
O, 4.3841, 6.9983, 11.4862, -0.0025, 0.0062, -0.0177
O, 4.6221, 4.6078, 20.2502, -0.0063, -0.0022, -0.003
O, 9.8701, 1.2576, 16.6372, 0.0234, 0.0058, 0.0054
O, 6.6924, 4.3979, 11.6647, 0.0005, -0.0135, -0.0262
O, 5.5153, 8.4144, 18.5979, 0.0033, -0.0035, 0.002
O, 9.0055, 2.7708, 20.2363, -0.0008, 0.0008, -0.0002
O, 3.4466, 1.1788, 15.8376, 0.0013, 0.0019, -0.0052
O, 4.1462, 3.1177, 17.9924, 0.0043, 0.0062, -0.0035
O, 9.8504, 7.2238, 20.8866, -0.0012, 0.0004, 0.0018
O, 3.449, 8.6468, 9.6065, -0.0026, -0.0059, 0.0018
O, 3.7369, 7.4051, 16.311, -0.0006, -0.0195, 0.0005
O, 7.5939, 0.3715, 15.5843, 0.0283, 0.003, 0.0026
O, 9.4869, 7.1609, 15.2541, -0.0202, -0.2055, -0.0129
O, 3.8951, 1.4932, 21.1452, 0.0057, -0.0016, 0.0005
O, 1.8883, 9.1217, 11.5858, 0.0072, 0.0074, -0.0131
O, 2.2771, 6.1998, 10.1934, 0.0157, -0.0046, 0.0032
O, 7.3117, 6.5062, 18.2411, 0.0018, -0.0025, -0.0026
O, 7.1279, 4.3827, 21.0643, -0.0018, -0.0032, 0.0004
O, 4.4777, 8.279, 13.7723, -0.0037, -0.0044, 0.0109
O, 3.2676, 8.6766, 19.9687, 0.0001, 0.0012, -0.0026
O, 2.3908, 3.2833, 19.9189, 0.0026, 0.0035, -0.0014
O, 3.6717, 10.3483, 17.9622, 0.0008, -0.0032, 0.0085

Results
free energy: -139051.662 eV
free energy less fixed offsets of As -4856.12, O -568.88, Si -635.61 eV per atom: 4.768 eV

The program warned: the cutoff lies below the one the program advises for these potential files; the forces do not sum to zero within the program's tolerance; the exchange-correlation potential is rough where the density is thin.
